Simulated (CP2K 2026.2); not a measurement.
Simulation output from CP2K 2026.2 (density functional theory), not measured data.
Periodic cell of 513 atoms, Si351O162, from a study of silicon, its oxide and their interface. The atomic structure is a simulated model.
Doubt: the forces sum to 2.59 eV/angstrom along one axis rather than to zero, so they err by at least 0.0050 eV/angstrom per atom on average; the grid cutoff is modest.

Settings
functional: PBE
method: Gaussian and plane waves
basis set: DZVP-MOLOPT-SR-GTH
pseudopotentials: GTH-PBE
grid cutoff: 350 Ry, relative cutoff 50 Ry
k points: Gamma only
occupations: fixed
spin: none
net charge: 0

Cell vectors (angstrom)
a	16.407	0	0
b	0	16.407	0
c	0.4497	-0.0354	34.505

Atoms and the computed forces on them: element, x, y, z (angstrom), force x, y, z (eV/angstrom)
Si	0.113	0.008	0.539	0.012	0.005	0.082
Si	2.881	2.581	0.065	-0.083	0.134	0.184
Si	0.169	5.575	0.205	-0.017	-0.067	0.213
Si	2.439	8.509	0.234	0.15	-0.07	0.176
Si	0.2	10.723	0.471	-0.038	0.059	0.215
Si	2.351	14.266	0.039	0.059	-0.116	0.234
Si	5.103	0.333	0.313	0.158	-0.106	0.175
Si	8.907	2.061	0.016	-0.025	0.059	0.221
Si	6.242	5.585	34.393	0.021	-0.116	0.212
Si	8.656	7.938	0.208	-0.103	0.1	0.257
Si	5.518	10.995	0.13	0.105	-0.025	0.209
Si	8.465	13.755	0.077	0.046	-0.042	0.163
Si	11.232	16.35	0.449	-0.015	-0.01	0.083
Si	14.316	2.202	0.286	-0.017	0.028	0.203
Si	11.29	5.546	34.373	0.116	-0.162	0.196
Si	13.446	8.298	0.037	0.168	-0.099	0.262
Si	11.708	10.622	34.308	-0.144	0.11	0.195
Si	13.964	14.154	34.428	-0.005	-0.085	0.213
Si	1.536	1.442	1.665	-0.004	-0.003	-0.051
Si	4.279	4.186	1.193	-0.017	0.018	-0.025
Si	1.456	6.897	1.617	-0.005	0.01	-0.057
Si	4.195	9.571	1.444	-0.009	-0.003	-0.058
Si	1.444	12.461	1.425	-0.017	-0.02	-0.053
Si	4.05	15.069	1.556	-0.02	0.038	-0.066
Si	7.044	1.262	1.336	-0.01	-0.012	-0.057
Si	9.798	3.918	1.254	-0.004	0.008	-0.07
Si	7.03	6.812	1.474	0.025	0.01	-0.064
Si	9.799	9.576	1.396	-0.016	-0.028	-0.058
Si	7.141	12.182	1.385	-0.013	-0.007	-0.037
Si	9.74	14.997	1.606	0.028	-0.011	-0.044
Si	12.615	1.332	1.667	0.022	-0.014	-0.055
Si	15.281	4.024	1.471	0.009	-0.001	-0.057
Si	12.398	6.679	1.359	-0.013	0.035	-0.072
Si	15.044	9.39	1.522	-0.009	0.02	-0.077
Si	12.405	12.366	1.112	0.007	0	-0.044
Si	15.053	14.987	1.596	0.01	0.016	-0.048
Si	0.18	2.788	2.983	0.02	0.013	0.013
Si	2.835	0.02	3.009	0	-0.015	0.023
Si	16.442	8.168	2.963	-0.01	-0.015	0.025
Si	2.958	5.479	2.759	0.003	-0.005	-0.003
Si	0.061	13.643	2.904	0.001	-0.017	0.007
Si	2.844	11.018	2.778	0.01	0.013	0.016
Si	5.651	2.767	2.647	0.009	0.004	0.012
Si	8.292	16.359	2.863	-0.022	-0.002	0.011
Si	5.604	8.19	2.786	-0.005	0	0.011
Si	8.401	5.324	2.71	-0.007	-0.012	0.026
Si	5.625	13.616	2.703	0.007	0.019	0.004
Si	8.396	10.839	2.826	-0.007	-0.005	-0.006
Si	11.144	2.75	2.825	0.002	0.012	0.019
Si	13.837	16.344	3.051	-0.009	0.002	0.012
Si	11.102	8.126	2.767	0.007	0.008	0.018
Si	13.814	5.385	2.765	0.007	-0.006	0.003
Si	11.12	13.547	2.792	-0.013	-0.011	0.011
Si	13.71	10.962	2.683	0.009	-0.016	0.02
Si	1.602	4.15	4.232	-0.015	-0.011	-0.002
Si	4.32	1.413	4.169	-0.003	-0.007	0.001
Si	1.473	9.617	4.172	0	0.006	0.003
Si	4.262	6.836	4.177	-0.001	0	0
Si	1.427	15.035	4.276	-0.004	0.009	0.006
Si	4.264	12.301	4.158	-0.005	-0.011	-0.003
Si	6.982	4.065	4.128	-0.002	0.003	-0.021
Si	9.715	1.354	4.154	0.005	-0.003	0.005
Si	6.981	9.516	4.175	-0.004	0.001	0.005
Si	9.708	6.76	4.116	-0.006	0.003	-0.013
Si	6.925	14.976	4.176	0.005	0.005	0.003
Si	9.734	12.23	4.188	0.005	-0.004	-0.007
Si	12.461	4.098	4.222	-0.001	-0.007	-0.007
Si	15.216	1.367	4.313	0	-0.006	0
Si	12.425	9.554	4.129	-0.008	-0.008	-0.016
Si	15.12	6.745	4.242	0.014	0.008	0.002
Si	12.408	14.94	4.256	0.009	0.004	0
Si	15.1	12.232	4.186	0.004	0.01	-0.008
Si	0.133	16.398	5.676	0.004	0.001	0.001
Si	2.933	2.736	5.574	0.006	0.006	0.002
Si	0.158	5.45	5.592	0.002	-0.001	-0.002
Si	2.863	8.216	5.52	-0.001	-0.003	0.002
Si	0.099	10.921	5.573	-0.003	-0.001	0.002
Si	2.871	13.655	5.55	0.003	0.002	-0.003
Si	5.617	16.396	5.55	0.001	-0.001	0.004
Si	8.341	2.71	5.531	-0.005	0.004	-0.004
Si	5.633	5.45	5.527	0.002	-0.008	-0.003
Si	8.341	8.126	5.52	-0.001	-0.004	0.005
Si	5.614	10.913	5.531	0.002	0.003	-0.002
Si	8.338	13.626	5.527	0.003	-0.009	-0.001
Si	11.043	16.37	5.559	-0.009	-0.003	0.001
Si	13.804	2.725	5.611	0.003	0.007	-0.004
Si	11.075	5.466	5.556	0.002	0.004	0
Si	13.781	8.192	5.547	-0.003	0.003	0
Si	11.07	10.866	5.566	-0.002	-0.001	0.001
Si	13.793	13.608	5.606	-0.002	-0.007	-0.003
Si	1.546	1.371	6.96	-0.002	-0.004	0.001
Si	4.274	4.104	6.936	-0.001	-0.002	-0.001
Si	1.51	6.854	6.926	-0.004	0.001	-0.002
Si	4.239	9.557	6.911	0	0.004	-0.002
Si	1.492	12.294	6.924	0.003	0.002	-0.002
Si	4.229	15.036	6.919	-0.006	0.004	-0.003
Si	6.991	1.341	6.921	0.008	-0.002	-0.002
Si	9.703	4.082	6.914	0.002	0	-0.006
Si	6.98	6.802	6.925	-0.002	-0.004	-0.002
Si	9.69	9.506	6.914	0.002	-0.001	-0.003
Si	6.977	12.268	6.913	0	-0.003	-0.002
Si	9.678	15.007	6.924	-0.001	0.004	-0.001
Si	12.423	1.331	6.938	0.003	-0.003	-0.001
Si	15.196	4.079	6.96	0	-0.004	0.002
Si	12.421	6.835	6.935	-0.002	0.005	-0.004
Si	15.164	9.533	6.936	0.004	-0.002	-0.002
Si	12.423	12.243	6.951	0.002	0	-0.001
Si	15.149	15.004	6.976	-0.002	0.002	0.002
Si	0.151	2.714	8.326	0.002	0.003	0.002
Si	2.882	16.391	8.319	0.001	0.001	0.002
Si	0.135	8.189	8.308	0.001	-0.001	0.001
Si	2.881	5.469	8.287	0.001	0.001	-0.002
Si	0.139	13.654	8.321	-0.001	0.003	0
Si	2.862	10.919	8.289	-0.004	-0.002	-0.002
Si	5.622	2.713	8.295	0.002	0.001	-0.002
Si	8.336	16.382	8.303	0	-0.001	0.002
Si	5.606	8.184	8.285	-0.001	0.001	0
Si	8.343	5.441	8.302	0.001	0	-0.001
Si	5.603	13.651	8.273	0.001	0.001	-0.004
Si	8.336	10.894	8.285	-0.002	0.001	-0.001
Si	11.062	2.712	8.299	0	-0.001	-0.003
Si	13.785	16.381	8.326	-0.001	-0.001	0.001
Si	11.055	8.176	8.316	-0.002	0	0
Si	13.809	5.461	8.293	0.002	0	-0.003
Si	11.056	13.639	8.294	-0.001	-0.003	-0.002
Si	13.802	10.9	8.315	0	0	-0.001
Si	1.514	4.102	9.67	-0.003	-0.002	0
Si	4.247	1.355	9.671	0	-0.001	0
Si	1.495	9.562	9.671	0.002	0.001	0
Si	4.241	6.826	9.667	-0.002	-0.002	-0.002
Si	1.5	15.033	9.687	0	0	0.004
Si	4.231	12.293	9.658	0.001	0.001	-0.003
Si	6.978	4.075	9.672	-0.001	-0.003	-0.002
Si	9.702	1.343	9.675	0.001	0	0.001
Si	6.971	9.546	9.669	0.002	-0.001	-0.002
Si	9.701	6.805	9.687	0.001	0	0.001
Si	6.96	15.015	9.655	-0.001	0	-0.001
Si	9.695	12.269	9.663	0.001	0	-0.002
Si	12.445	4.081	9.665	0.003	0.003	-0.002
Si	15.176	1.34	9.685	0.002	-0.004	0.004
Si	12.428	9.544	9.676	0.002	0.001	-0.001
Si	15.175	6.816	9.668	-0.001	0	0
Si	12.416	15.01	9.679	-0.001	0	0.001
Si	15.168	12.282	9.676	0.002	-0.002	0
Si	16.54	16.392	11.071	0	0	0.005
Si	2.872	2.724	11.037	0.001	0.003	0.001
Si	16.538	5.45	11.041	0.002	0	0.001
Si	2.862	8.189	11.032	0.001	0.001	0
Si	16.528	10.92	11.047	-0.002	0	0.001
Si	2.865	13.658	11.045	-0.001	-0.001	-0.001
Si	5.598	16.378	11.028	0	0	0
Si	8.336	2.709	11.045	0	0	0
Si	5.603	5.445	11.033	0.002	0.003	-0.002
Si	8.335	8.179	11.053	-0.002	0	0
Si	5.603	10.926	11.031	-0.002	0.001	-0.002
Si	8.33	13.653	11.023	0	-0.001	-0.001
Si	11.063	16.384	11.052	-0.001	-0.001	0.002
Si	13.809	2.714	11.05	-0.001	0.001	-0.001
Si	11.083	5.443	11.049	-0.001	-0.003	-0.001
Si	13.804	8.179	11.028	-0.001	-0.001	-0.001
Si	11.074	10.92	11.045	0.001	0	0
Si	13.802	13.657	11.044	0.002	0.003	-0.001
Si	1.503	1.375	12.428	0.002	0	0.002
Si	4.233	4.086	12.408	0	-0.001	-0.001
Si	1.485	6.828	12.403	-0.001	0.001	0.001
Si	4.231	9.557	12.394	0.001	0	-0.002
Si	1.482	12.295	12.409	0.001	-0.001	0
Si	4.225	15.036	12.414	0.002	-0.001	0.001
Si	6.959	1.329	12.394	-0.002	-0.003	0
Si	9.713	4.07	12.41	-0.002	0.001	0
Si	6.966	6.801	12.415	-0.001	-0.001	-0.001
Si	9.718	9.548	12.417	0.003	0	0
Si	6.964	12.309	12.403	0.001	0.001	-0.002
Si	9.689	15.014	12.41	-0.001	0.001	0.001
Si	12.439	1.34	12.421	0.003	0	0
Si	15.185	4.076	12.424	0.001	0	0.002
Si	12.465	6.814	12.411	0.001	0.001	0
Si	15.147	9.55	12.403	-0.003	0	0
Si	12.441	12.293	12.416	0	0.001	0.001
Si	15.161	15.022	12.433	-0.001	-0.003	0.002
Si	16.546	2.728	13.828	0.002	-0.001	0.004
Si	2.866	0.004	13.793	-0.002	0.003	0.002
Si	16.515	8.195	13.767	-0.005	0.001	0
Si	2.837	5.444	13.764	0.002	0.004	0.001
Si	16.522	13.649	13.801	-0.001	0.001	0.005
Si	2.858	10.926	13.754	0	0.001	0.002
Si	5.593	2.691	13.756	0.001	0.002	-0.004
Si	8.314	16.379	13.775	-0.001	-0.002	0.002
Si	5.575	8.166	13.762	0.004	0.001	0
Si	8.354	5.439	13.78	0	0.002	0.002
Si	5.594	13.68	13.784	-0.002	-0.001	0.002
Si	8.35	10.946	13.753	-0.001	0.003	-0.003
Si	11.064	2.699	13.789	-0.002	-0.001	0.002
Si	13.805	-0.009	13.816	0	0.001	0.006
Si	11.114	8.186	13.784	0.002	-0.004	0.001
Si	13.828	5.448	13.79	0	-0.001	0
Si	11.077	13.666	13.779	-0.001	0	0.001
Si	13.798	10.919	13.789	-0.001	-0.001	0.002
Si	1.503	4.113	15.206	0.002	0.002	0.007
Si	4.223	1.378	15.179	0.001	0.004	0.003
Si	1.473	9.574	15.112	-0.001	-0.002	-0.001
Si	4.179	6.802	15.134	0	-0.002	-0.003
Si	1.468	15.058	15.142	0.003	-0.001	-0.002
Si	4.194	12.319	15.12	0	-0.002	-0.004
Si	6.991	4.02	15.106	-0.002	-0.005	0
Si	9.684	1.317	15.147	-0.004	-0.004	-0.002
Si	6.963	9.565	15.063	0.002	0.001	-0.006
Si	9.76	6.802	15.133	0.001	0.003	-0.002
Si	6.945	15.052	15.18	0.001	-0.003	0.003
Si	9.72	12.301	15.149	0.002	0.005	0.004
Si	12.445	4.075	15.133	0	-0.003	-0.001
Si	15.176	1.357	15.203	0.005	0	0.002
Si	12.445	9.572	15.192	0.003	-0.002	0.006
Si	15.194	6.818	15.171	-0.003	0.004	0.005
Si	12.431	15.023	15.177	0.001	0.003	0
Si	15.17	12.254	15.179	-0.001	-0.003	0
Si	16.522	16.371	16.583	0.003	0.005	0.004
Si	2.847	2.723	16.582	0.002	0.005	0.004
Si	16.562	5.495	16.604	-0.001	-0.003	0.001
Si	2.755	8.164	16.486	0.006	0.008	-0.002
Si	16.601	10.939	16.559	-0.003	-0.009	0.002
Si	2.839	13.716	16.497	-0.007	0	-0.004
Si	5.596	0.044	16.574	-0.006	0.005	-0.005
Si	8.342	2.676	16.539	0.003	0.006	0
Si	5.567	5.36	16.398	0.004	-0.005	0
Si	8.383	8.239	16.396	-0.004	-0.003	0
Si	5.559	10.899	16.409	0.015	0.01	0.005
Si	8.345	13.671	16.5	-0.003	-0.003	0.007
Si	11.044	16.389	16.542	-0.006	-0.007	0.002
Si	13.799	2.755	16.542	-0.006	-0.009	-0.001
Si	11.109	5.417	16.533	0.013	0.009	0.004
Si	13.859	8.211	16.532	-0.006	-0.004	0.008
Si	11.053	10.94	16.573	-0.005	0	-0.005
Si	13.779	13.61	16.527	0.007	0.007	-0.001
Si	1.444	1.371	17.969	0.005	0.009	-0.017
Si	4.288	4.058	17.927	0.013	0.004	-0.019
Si	1.498	6.857	18.054	0.005	-0.001	0
Si	4.14	9.552	17.731	-0.007	-0.01	-0.008
Si	1.509	12.404	17.928	0.008	0.004	-0.017
Si	4.162	15.104	17.88	0.005	0.002	-0.009
Si	6.99	1.365	18.001	0.002	-0.003	-0.003
Si	9.754	4.002	17.893	-0.014	-0.019	-0.017
Si	7.005	6.771	17.556	-0.001	0.013	0.001
Si	9.615	9.597	17.909	0.007	-0.005	-0.002
Si	6.911	12.276	17.748	0.003	-0.014	-0.011
Si	9.704	15.002	17.937	0.001	0.002	-0.015
Si	12.421	1.376	17.879	0.002	0.005	-0.016
Si	15.137	4.157	17.931	0.008	-0.01	-0.002
Si	12.461	6.853	17.864	-0.006	0.014	-0.013
Si	15.328	9.483	17.926	-0.008	0.002	-0.006
Si	12.459	12.265	17.969	0	0.004	-0.012
Si	15.142	14.934	17.91	0.001	-0.011	-0.009
Si	16.368	2.73	19.321	0.02	-0.022	0.029
Si	2.827	0	19.373	-0.012	0.003	0.048
Si	16.614	8.221	19.585	-0.008	0.025	0.043
Si	2.942	5.447	19.305	0.01	-0.018	0.048
Si	16.51	13.691	19.42	0.001	0.004	0.044
Si	2.969	11.032	19.168	-0.03	0.015	0.043
Si	5.645	2.73	19.418	-0.008	0.018	0.057
Si	8.385	-0.001	19.363	0.011	-0.028	0.054
Si	5.524	8.003	18.812	0.002	0.019	0.075
Si	8.285	5.474	18.993	0.004	-0.003	0.075
Si	5.625	13.723	19.061	0.006	-0.014	0.079
Si	8.127	10.937	19.253	-0.005	-0.011	0.043
Si	11.168	2.716	19.377	-0.004	0.018	0.044
Si	13.691	16.287	19.163	-0.002	0.006	0.056
Si	11.028	8.204	19.19	0.012	-0.016	0.053
Si	13.909	5.629	19.326	-0.032	0.01	0.056
Si	11.038	13.6	19.353	-0.008	0.008	0.062
Si	13.969	10.88	19.197	0.003	-0.018	0.059
Si	1.686	3.834	20.471	-0.089	0.079	-0.181
Si	3.996	1.577	20.728	0.131	-0.11	-0.182
Si	1.467	9.985	20.638	0.023	-0.06	-0.233
Si	4.641	6.609	20.507	-0.098	-0.006	-0.233
Si	1.094	15.457	20.708	0.087	-0.121	-0.236
Si	4.293	12.497	20.543	0.07	-0.052	-0.194
Si	6.898	4.421	20.536	-0.024	-0.078	-0.227
Si	10.022	1.094	20.697	-0.023	0.083	-0.241
Si	6.498	9.483	20.237	0.109	0.076	-0.183
Si	9.776	6.588	20.378	-0.054	0.163	-0.147
Si	7.15	14.759	20.519	-0.04	0.112	-0.226
Si	9.336	12.489	20.583	0.061	-0.096	-0.21
Si	12.26	4.542	20.531	0.115	-0.173	-0.169
Si	15.08	1.102	20.553	-0.001	0.079	-0.167
Si	12.72	9.322	20.379	-0.028	-0.013	-0.184
Si	14.907	7.123	20.995	0.104	-0.058	-0.248
Si	12.209	15.203	20.677	-0.002	-0.092	-0.239
Si	15.419	12.003	20.724	-0.032	0.062	-0.247
Si	12.708	0.418	25.808	0.027	0.033	0
Si	4.345	2.237	23.662	-0.042	-0.126	0.024
Si	15.343	6.183	24.148	0.013	-0.037	-0.108
Si	2.683	9.365	25.894	-0.029	0.039	0.066
Si	2.31	12.071	24.906	0.004	-0.037	0.009
Si	2.633	13.937	22.629	0.057	0	0.02
Si	8.431	8.25	22.339	0.014	-0.112	0.083
Si	4.107	9.207	22.042	-0.04	-0.002	-0.02
Si	5.554	13.915	22.813	-0.028	-0.074	-0.04
Si	12.19	2.597	27.621	-0.054	0.062	-0.023
Si	13.762	1.617	23.411	0.028	0.012	-0.079
Si	11.965	4.153	23.419	0.022	0.07	-0.005
Si	2.097	4.202	23.365	-0.091	-0.05	0
Si	11.828	11.512	24.596	0.078	-0.06	0.03
Si	10.652	10.457	22.344	-0.033	0.007	0.076
Si	5.246	14.525	27.206	0.008	-0.071	-0.06
Si	7.131	8.006	27.932	-0.095	0.055	-0.015
Si	1.804	6.596	25.167	-0.022	-0.035	0.048
Si	4.869	10.629	24.771	0.03	0.022	0.004
Si	1.103	14.238	29.622	-0.041	-0.073	0.06
Si	3.304	5.068	27.367	0.074	0.011	0.022
Si	7.131	2.865	25.104	-0.043	0.058	-0.027
Si	9.643	12.427	26.778	0.005	-0.054	0.014
Si	7.677	7.753	25.298	-0.023	0.02	-0.041
Si	6.753	12.696	25.394	0.07	-0.039	0.044
Si	9.021	3.225	22.706	-0.041	-0.039	-0.07
Si	11.916	14.347	27.398	0.025	-0.021	-0.001
Si	16.067	3.128	24.792	-0.045	0.045	0.025
Si	10.503	7.674	26.81	0.013	0.033	0.012
Si	0.452	12.588	27.207	0.049	0.039	0.008
Si	13.491	13.368	22.939	0.016	0.013	-0.048
Si	14.846	1.968	27.2	0.103	0.039	-0.01
Si	2.607	5.667	30.48	-0.045	0.054	-0.049
Si	5.975	16.052	29.317	-0.018	0.014	0.053
Si	0.477	8.092	30.68	0.068	0.009	0.032
Si	1.439	9.954	28.6	0.074	0.055	-0.005
Si	14.044	12.749	25.766	-0.025	0.03	-0.02
Si	6.352	0.829	26.859	0.067	-0.032	-0.052
Si	3.132	16.078	28.423	0.028	-0.075	0.005
Si	7.817	9.632	32.482	0.003	-0.033	0.055
Si	6.393	5.545	26.503	-0.039	-0.012	0.011
Si	13.862	1.483	29.815	-0.014	-0.066	-0.016
Si	12.725	6.226	25.729	0.051	-0.085	0.034
Si	14.815	3.406	32.151	0.054	0.001	-0.06
Si	12.872	15.022	30.344	-0.01	0.032	-0.029
Si	1.53	3.681	32.482	0.071	0.005	0.011
Si	3.568	1.998	26.571	0.03	0.01	-0.031
Si	16.644	10.924	32.104	-0.083	-0.014	-0.067
Si	6.273	7.898	30.602	-0.036	-0.056	0.02
Si	4.69	12.941	32.562	-0.007	0.041	-0.016
Si	10.274	14.027	31.569	-0.032	0.002	0.073
Si	4.234	7.091	32.473	-0.042	-0.012	0.01
Si	7.811	5.303	31.626	-0.016	0.051	-0.008
Si	6.782	14.993	32.991	-0.023	-0.045	-0.046
Si	9.681	9.827	28.596	-0.01	0.054	0.018
Si	8.355	16.214	31.104	0.11	0.098	-0.013
Si	10.203	11.058	31.453	0.026	-0.052	-0.001
Si	10.815	5.004	31.335	0.006	0.037	0.005
Si	11.559	5.374	28.324	0.046	0.003	0.07
Si	2.724	11.802	30.659	-0.009	-0.061	-0.016
Si	15.069	6.514	32.434	0.013	0.006	0.048
Si	8.993	2.728	31.463	-0.026	-0.032	-0.022
Si	15.193	13.443	31.456	-0.003	-0.022	0.05
O	1.612	15.358	34.2	0.092	-0.058	-0.103
O	15.879	1.016	34.286	0.031	-0.049	-0.103
O	2.627	2.593	33.037	0.169	0.128	-0.079
O	4.622	1.565	34.396	0.165	0.15	0.165
O	1.665	4.787	33.685	0.076	0.003	0.044
O	16.14	6.469	33.675	0.165	0.049	-0.071
O	1.861	9.71	34.44	0.066	-0.006	-0.264
O	3.016	7.844	33.215	-0.305	-0.258	-0.171
O	1.718	11.57	31.912	-0.101	0.323	0.223
O	16.202	11.154	33.643	-0.215	0.177	-0.05
O	6.061	13.767	32.149	0.073	-0.039	0.058
O	3.443	13.891	33.047	-0.257	0.101	-0.275
O	5.612	16.035	33.314	0.057	-0.071	-0.28
O	3.656	14.809	27.496	-0.049	-0.01	0.037
O	7.812	3.777	30.982	0.039	-0.013	-0.182
O	7.284	5.121	33.18	-0.007	-0.293	0.154
O	6.86	6.378	30.847	0.02	-0.07	0.026
O	5.234	6.662	33.671	-0.138	0.022	-0.117
O	8.646	8.471	33.242	-0.05	-0.045	-0.267
O	8.722	10.936	32.135	-0.171	0.052	0.139
O	4.973	12.039	33.89	-0.176	-0.171	0.222
O	6.573	10.052	33.411	0.13	-0.156	-0.288
O	9.739	13.716	33.109	0.213	0.092	0.16
O	9.275	14.955	30.631	0.114	-0.183	-0.231
O	8.792	2.516	33.063	-0.004	0.236	-0.176
O	10.597	0.94	34.163	0.141	-0.115	-0.087
O	14.042	2.767	33.437	-0.305	0.184	0.076
O	11.67	5.452	29.982	0.117	-0.141	0.114
O	11.625	5.199	32.762	0.098	-0.286	0.105
O	10.167	6.732	34.289	0.066	-0.062	-0.076
O	12.922	9.533	34.206	0.066	0.052	0.037
O	13.995	7.585	33.019	0.134	-0.123	0.013
O	11.71	14.807	31.485	-0.104	0.266	0.158
O	11.249	10.796	32.702	0.193	0.227	-0.085
O	14.768	13.832	33.001	0.229	-0.187	0.016
O	12.767	15.303	34.137	-0.106	-0.009	0.098
O	1.279	4.41	21.968	0.018	0.209	0.201
O	2.713	2.599	20.803	0.02	0.099	-0.093
O	5.846	2.661	24.122	0.074	-0.02	0.012
O	4.4	1.275	22.328	-0.036	-0.33	0.214
O	2.523	9.623	21.891	-0.125	0.138	0.382
O	16.659	10.986	21.209	0.194	0.164	0.223
O	4.217	7.596	21.775	-0.091	-0.13	0.013
O	5.774	5.532	21.078	-0.139	-0.003	-0.082
O	1.63	15.152	22.25	0.142	0.121	0.167
O	16.305	0.131	21.075	0.091	0.118	-0.084
O	1.828	10.508	25.066	-0.067	-0.096	-0.008
O	2.932	13.235	21.173	-0.224	-0.111	-0.153
O	6.783	6.387	25.136	0.013	-0.031	-0.251
O	7.909	3.958	21.76	-0.09	0.114	-0.035
O	11.112	16.345	21.196	0.106	0.02	0.246
O	9.351	1.757	22.056	-0.124	0.095	0.322
O	7.16	8.561	21.409	-0.025	-0.194	-0.008
O	5.069	10.034	20.961	-0.172	0.319	-0.03
O	10.929	5.48	20.631	0.081	-0.145	-0.142
O	9.082	6.831	21.881	0.03	-0.234	0.243
O	5.302	12.542	21.915	0.329	-0.133	0.002
O	4.058	14.449	23.268	0.013	-0.04	0.325
O	9.871	11.849	22.007	-0.203	0.102	-0.007
O	8.285	13.669	21.033	0.204	-0.163	0.254
O	12.818	4.624	22.098	0.279	-0.104	-0.027
O	13.687	3.136	27.197	-0.007	0.133	-0.365
O	13.068	0.353	24.205	-0.132	-0.215	0.017
O	14.038	1.444	21.812	-0.052	-0.189	0.144
O	11.982	10.331	21.438	0.047	0.037	0.069
O	12.123	12.559	23.356	-0.316	-0.123	0.084
O	15.273	6.581	22.542	-0.112	-0.22	-0.041
O	1.214	3.231	24.339	0.119	-0.189	-0.044
O	10.421	13.678	27.492	0.037	0.03	0.298
O	13.024	14.626	22.005	0.033	-0.035	-0.022
O	14.588	12.505	22.07	-0.125	0.122	0.152
O	0.572	11.201	28.044	-0.238	-0.094	-0.005
O	12.65	2.737	23.772	-0.116	-0.131	0.234
O	15.234	1.979	24.008	0.149	-0.156	-0.089
O	3.076	3.498	26.969	-0.036	-0.165	0.128
O	3.829	5.806	31.56	0.133	-0.323	0.214
O	16.632	6.848	24.891	0.003	0.09	0.135
O	15.376	4.562	24.409	-0.326	0.088	-0.003
O	4.252	9.802	26.035	0.267	-0.062	0.292
O	2.583	8	25.051	0.008	0.031	-0.294
O	1.769	12.818	26.256	0.184	0.017	-0.045
O	1.807	12.923	23.615	-0.121	-0.002	0.023
O	3.536	1.635	24.964	-0.058	-0.182	-0.062
O	6.559	13.62	24.063	0.012	0.326	0.008
O	9.593	9.306	21.992	0.186	-0.183	-0.068
O	7.874	8.404	23.845	-0.053	0.224	-0.009
O	4.69	9.645	23.489	-0.155	-0.191	-0.104
O	6.399	11.143	24.988	-0.016	0.027	0.17
O	7.462	1.465	25.883	-0.007	-0.14	-0.028
O	3.931	11.978	24.672	-0.045	0.117	-0.076
O	14.183	0.623	26.519	0.106	-0.047	-0.084
O	12.226	14.987	28.855	0.067	0.211	-0.001
O	12.452	1.767	29.017	-0.288	-0.11	-0.045
O	16.08	2.64	26.369	0.004	-0.165	0.269
O	12.067	5.085	24.748	-0.193	0.035	0.073
O	10.422	4.017	22.93	-0.056	-0.056	0.086
O	13.696	8.247	21.198	-0.068	0.216	0.298
O	14.085	6.735	25.017	-0.034	-0.031	0.003
O	11.148	10.223	23.879	0.175	0.002	0.21
O	10.682	11.976	25.627	-0.045	-0.119	-0.145
O	15.133	1.521	28.751	0.281	-0.15	-0.143
O	13.277	11.343	25.34	0.041	-0.129	0.233
O	4.794	5.531	26.857	-0.007	0.009	-0.284
O	3.584	3.594	23.2	0.002	0.037	-0.026
O	4.92	8.148	31.452	0.044	0.275	0.087
O	5.939	8.171	29.029	-0.149	0.046	0.027
O	2.125	5.917	26.617	-0.091	0.067	0.137
O	1.78	7.085	30.592	-0.038	-0.039	0.206
O	2.143	9.144	27.395	0.096	-0.332	0.11
O	8.237	12.842	26.045	-0.094	0.209	0.011
O	2.288	13.145	29.857	-0.107	-0.108	-0.249
O	16.699	13.819	28.26	-0.248	0.024	0.085
O	6.263	15.081	21.89	-0.008	0.336	0.247
O	4.405	0.114	29.393	-0.052	0.331	0.293
O	8.427	3.146	24.202	0.181	-0.064	0.206
O	6.882	8.65	26.438	-0.038	0.118	-0.027
O	9.322	11.259	27.882	0.059	-0.043	-0.181
O	9.171	7.579	25.902	-0.062	-0.053	-0.258
O	5.627	13.136	26.502	0.036	-0.091	-0.151
O	7.376	14.325	34.358	-0.218	-0.038	-0.162
O	5.822	15.785	26.306	-0.199	-0.035	-0.091
O	8.93	1.271	30.725	0.267	-0.17	-0.309
O	11.93	15.468	26.22	0.023	-0.141	-0.13
O	6.917	4.034	26.226	0.101	-0.064	0.089
O	16.416	3.108	32.345	-0.105	0.132	0.081
O	3.134	5.357	28.969	-0.2	-0.038	0.177
O	10.402	6.431	27.881	-0.204	0.053	-0.052
O	11.74	7.518	25.773	-0.037	0.028	0.05
O	14.143	13.71	24.419	0.293	0.34	-0.053
O	2.371	5.664	23.983	0.051	0.168	-0.148
O	11.72	1.62	26.392	-0.255	-0.174	0.046
O	15.541	12.472	26.277	0.064	-0.217	0.072
O	13.661	0.04	30.558	-0.124	0.095	-0.09
O	13.142	13.344	26.992	0.158	-0.103	0.176
O	1.8	4.348	31.013	-0.259	-0.183	-0.084
O	14.18	2.685	30.854	-0.24	0.251	0.126
O	6.898	0.621	28.375	0.011	0.162	0.067
O	6.773	16.062	30.702	-0.046	-0.181	0.137
O	16.764	9.326	31.765	-0.139	0.003	0.034
O	15.649	7.094	31.024	-0.16	-0.194	-0.038
O	4.222	12.041	31.27	0.184	-0.144	-0.075
O	16.493	14.304	30.905	-0.062	0.276	-0.089
O	1.848	15.666	29.335	-0.195	0.322	-0.025
O	2.583	10.512	29.649	0.234	-0.152	0.146
O	5.996	14.553	28.666	0.169	-0.009	-0.055
O	5.133	1.898	26.999	0.104	0.204	0.122
O	8.129	15.915	32.681	-0.118	0.187	0.262
O	2.713	0.908	27.439	-0.076	0.054	-0.117
O	10.425	12.563	30.871	-0.133	-0.079	-0.062
O	10.257	10.074	30.123	-0.028	-0.219	-0.054
O	9.376	5.804	31.486	0.076	-0.073	0.019
O	7.206	6.357	27.694	-0.03	0.15	0.056
O	11.172	3.83	27.906	-0.136	-0.131	-0.048
O	10.446	3.41	31.152	0.122	-0.274	-0.173
O	0.409	8.874	29.257	-0.292	-0.153	-0.22
O	10.764	9.069	27.629	0.255	0.01	-0.201
O	12.84	5.759	27.328	0.04	0.202	0.181
O	14.537	5.014	32.097	-0.405	-0.026	-0.19
O	15.553	11.84	31.275	-0.204	-0.033	-0.041
O	13.931	13.792	30.49	-0.106	-0.071	-0.174
O	7.331	9.022	31.074	0.039	0.166	-0.364
O	8.425	8.766	28.584	-0.139	-0.011	-0.071

Results
total energy: -108571.196 eV
total energy less fixed offsets of O -438.35, Si -107.03 eV per atom: 9.034 eV
